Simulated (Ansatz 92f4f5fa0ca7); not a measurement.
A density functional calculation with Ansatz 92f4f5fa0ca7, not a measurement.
Periodic cell of 237 atoms, Si145O90As2, from a study of silicon, its oxide and their interface. The atomic structure is a simulated model.
Doubt: the cutoff is far below the 930 eV that the study's wrapper takes by default for these files, so forces and energies are approximate.
This geometry differs little from another in the collection (a relaxation step or a small displacement).

Settings: functional PBE; potential files Ansatz PAW; basis plane waves; wave-function cutoff 580 eV; density cutoff ratio 5; exchange-correlation grid ratio 1; k mesh 1 x 1 x 1, Gamma-centred; self-consistency stop 5e-08 eV per atom in the density residual; occupations fixed; spin none; net charge 0.

Cell vectors (angstrom)
a, 11.6015, 0, 0
b, 0, 10.938, 0
c, 0, 0, 32.0622

Atoms and the computed forces on them: element, x, y, z (angstrom), force x, y, z (eV/angstrom)
Si, -0.2577, -0.1022, 23.2408, 0, -0.0042, 0.006
As, 3.5412, 0.0731, 22.6264, 0.0147, -0.0189, -0.0111
Si, 7.3913, -0.1225, 23.3786, -0.0079, 0.0004, -0.0142
Si, 1.622, 1.3675, 23.3, 0.0191, 0.0115, -0.0146
Si, 5.5652, 1.4231, 23.1913, -0.0047, 0.0002, -0.01
Si, 9.3553, 1.1892, 23.2988, 0.0029, 0.0029, -0.0091
Si, 0.1066, 5.4158, 23.4179, 0.0002, 0.0075, -0.0206
Si, 4.0377, 5.2913, 23.3794, -0.0007, 0.0083, -0.0184
Si, 7.945, 5.5807, 23.5912, 0.0044, -0.0126, -0.0076
Si, 2.14, 6.6677, 23.3372, 0.0027, 0.0006, 0.0039
Si, 5.8834, 6.76, 23.4628, 0.0023, 0.0093, 0.0025
Si, 9.8819, 6.8762, 23.6545, -0.0014, 0.0384, -0.0395
Si, 1.8806, 2.6089, 25.3159, -0.0115, -0.0006, -0.006
Si, 5.7413, 2.6392, 25.2585, 0.0076, -0.0025, 0.0018
Si, 9.5953, 2.6611, 25.2093, -0.0018, -0.0049, -0.0052
Si, 11.576, 3.9913, 25.3002, -0.0058, 0.0109, 0.0055
Si, 3.8279, 3.978, 25.3169, 0.0043, -0.0062, 0.0105
Si, 7.6839, 4.0344, 25.3445, -0.0032, -0.0032, 0.0029
Si, 1.978, 8.1582, 25.2374, 0.0011, -0.0041, 0.0109
Si, 5.7803, 8.124, 25.4069, -0.009, -0.0131, 0.0109
Si, 9.6925, 8.2827, 25.4684, 0.0085, -0.001, -0.0029
Si, 11.6343, 9.5721, 25.2613, -0.0058, 0.0005, -0.0056
As, 3.898, 9.6457, 25.2365, -0.0047, 0.0278, 0.0274
Si, 7.6615, 9.5349, 25.3589, 0.0099, 0.0046, -0.0093
Si, 11.6204, -0.0099, 27.206, 0.0004, -0.0025, 0.0006
Si, 3.8762, -0.0625, 27.2996, 0.0039, -0.0247, -0.0158
Si, 7.7304, -0.0125, 27.2536, -0.0001, -0.0036, 0.0004
Si, 1.9527, 1.3109, 27.2677, 0.0006, 0.0063, 0.007
Si, 5.7939, 1.319, 27.2221, -0.0014, 0.0009, 0.001
Si, 9.6706, 1.3361, 27.1824, 0.0003, 0.0047, -0.0018
Si, 11.5648, 5.4346, 27.1963, 0.0029, -0.003, 0.0047
Si, 3.8122, 5.4075, 27.2196, -0.0011, 0.0031, 0.0023
Si, 7.7031, 5.4256, 27.2598, -0.0011, -0.003, 0.0053
Si, 1.9059, 6.8057, 27.1911, -0.0098, -0.0017, -0.0158
Si, 5.7488, 6.7528, 27.2945, 0.0078, 0.0004, -0.0116
Si, 9.6354, 6.7971, 27.2882, 0.0012, -0.002, 0.0025
Si, 1.9302, 2.7228, 29.1686, -0.0048, -0.0017, 0.0008
Si, 5.7871, 2.7138, 29.1486, 0.0019, 0.0018, 0.0052
Si, 9.6734, 2.714, 29.1357, -0.0007, -0.0019, 0.008
Si, -0.0009, 4.0953, 29.154, -0.003, 0.0008, -0.0025
Si, 3.8545, 4.082, 29.1727, 0.0008, -0.0061, -0.0007
Si, 7.7286, 4.0694, 29.1835, 0.003, -0.0007, -0.007
Si, 1.9091, 8.1736, 29.1419, -0.0007, 0.0009, 0.0025
Si, 5.791, 8.1805, 29.1768, 0.0006, -0.002, -0.0045
Si, 9.6594, 8.1975, 29.1858, 0.0008, -0.0041, -0.0034
Si, -0.0104, 9.5626, 29.1487, 0.0013, 0.0022, 0.0027
Si, 3.8524, 9.5203, 29.2027, -0.0031, 0.0183, 0.0175
Si, 7.7242, 9.5527, 29.1748, -0.0009, 0.0012, -0.0016
Si, 0, 0, 31.0965, 0.015, -0.0127, -0.0765
Si, 3.8672, 0, 31.0965, -0.024, -0.0033, 0.1157
Si, 7.7343, 0, 31.0965, -0.0341, 0.0259, 0.0459
Si, 1.9336, 1.3673, 31.0965, -0.0415, -0.0919, 0.0379
Si, 5.8008, 1.3673, 31.0965, 0.0031, -0.0379, -0.0966
Si, 9.6679, 1.3673, 31.0965, 0.0217, -0.0953, -0.1082
Si, 0, 5.469, 31.0965, 0.0155, -0.041, -0.0608
Si, 3.8672, 5.469, 31.0965, 0.0158, 0.0359, -0.0114
Si, 7.7343, 5.469, 31.0965, -0.0075, -0.0299, 0.045
Si, 1.9336, 6.8362, 31.0965, -0.0514, -0.0835, -0.0704
Si, 5.8008, 6.8362, 31.0965, 0.0124, -0.1256, 0.1427
Si, 9.6679, 6.8362, 31.0965, 0.0312, -0.1345, 0.1806
Si, 1.9336, 2.7345, 0.9679, 0.0381, 0.0775, 0.0428
Si, 5.8008, 2.7345, 0.9679, -0.03, 0.0575, -0.2132
Si, 9.6679, 2.7345, 0.9679, 0.0174, 0.0695, 0.0174
Si, 0, 4.1018, 0.9679, -0.1082, 0.0047, -0.1379
Si, 3.8672, 4.1018, 0.9679, 0.0258, 0.0249, 0.0327
Si, 7.7343, 4.1018, 0.9679, 0.0795, 0.0673, 0.0856
Si, 1.9336, 8.2035, 0.9679, 0.0237, 0.0505, -0.0856
Si, 5.8008, 8.2035, 0.9679, 0.0187, 0.0852, -0.0851
Si, 9.6679, 8.2035, 0.9679, -0.037, 0.0906, 0.0921
Si, 0, 9.5708, 0.9679, -0.0116, 0.0399, 0.0268
Si, 3.8672, 9.5708, 0.9679, -0.0196, 0.0632, 0.0973
Si, 7.7343, 9.5708, 0.9679, 0.0663, -0.0524, -0.0152
Si, 11.6222, 0.0297, 2.8946, -0.0001, -0.0007, 0.0001
Si, 3.8702, 0.0098, 2.9124, 0.0005, -0.0031, 0.0004
Si, 7.7606, 0.0126, 2.8876, 0.0001, -0.0001, 0.0006
Si, 1.9507, 1.3907, 2.9103, 0.0009, -0.0011, -0.001
Si, 5.8287, 1.3452, 2.852, -0.0008, -0.0009, -0.0011
Si, 9.675, 1.3808, 2.9128, -0.0002, 0, -0.001
Si, 11.5794, 5.5038, 2.8638, 0, -0.001, 0.0005
Si, 3.8938, 5.487, 2.8995, -0.0001, -0.0001, -0.0004
Si, 7.7564, 5.5028, 2.8954, -0.0004, -0.0004, 0
Si, 1.931, 6.8127, 2.8706, 0.0004, -0.0013, -0.0008
Si, 5.8274, 6.8475, 2.8858, -0.0001, 0.0001, -0.0014
Si, 9.6725, 6.8983, 2.9435, 0.0002, 0.0004, -0.0004
Si, 1.9383, 2.8301, 4.8005, -0.0001, 0.0004, 0.0006
Si, 5.867, 2.7154, 4.746, 0.0004, 0.0012, 0.0012
Si, 9.6245, 2.7894, 4.8281, 0, 0, 0.0006
Si, 11.5654, 4.1273, 4.7619, -0.0002, 0.0008, 0.001
Si, 3.9482, 4.0846, 4.8027, 0.0001, 0.0003, -0.0003
Si, 7.7461, 4.2001, 4.8606, -0.0002, 0.0003, -0.0003
Si, 1.908, 8.1569, 4.7963, 0, 0.001, -0.0006
Si, 5.8316, 8.2628, 4.7741, 0.0001, -0.0001, 0.0006
Si, 9.6849, 8.3275, 4.8794, 0, 0.0001, 0.0001
Si, 11.6532, 9.6599, 4.8584, 0.0002, 0.0002, 0.0005
Si, 3.84, 9.4857, 4.7843, -0.0002, 0.0025, 0
Si, 7.7461, 9.6798, 4.8752, -0.0007, 0.0005, 0.0006
Si, 11.6379, 0.2344, 6.7452, 0, -0.0003, 0.0009
Si, 3.783, -0.0544, 6.6462, -0.0009, -0.0028, 0.0013
Si, 7.7508, 0.0582, 6.9011, 0.0002, -0.0013, 0.002
Si, 2.0832, 1.51, 6.7362, 0.0004, -0.0005, 0.0013
Si, 5.7452, 1.2707, 6.6227, 0.0002, 0.0001, 0.0014
Si, 9.6866, 1.5212, 6.8314, 0.0011, 0.0006, 0.0008
Si, 11.5642, 5.5055, 6.6634, 0.0002, -0.0007, 0.0022
Si, 4.0206, 5.4291, 6.754, 0.0012, -0.0011, 0.0024
Si, 7.7839, 5.6806, 6.7869, 0.0006, -0.0013, 0.0001
Si, 2.0166, 6.6384, 6.6257, -0.0009, 0.0008, 0.0009
Si, 5.8504, 6.9736, 6.724, -0.0009, 0.0014, 0.0008
Si, 9.7972, 7.0458, 6.8735, -0.0012, 0.0004, 0.0014
O, 10.0488, 7.9701, 8.2648, -0.0008, -0.0016, -0.0022
O, 7.7086, 9.9216, 8.1983, 0.0004, 0.0009, -0.0009
O, 7.4716, 4.7401, 8.124, -0.0008, -0.001, -0.0024
O, 3.3828, 10.3412, 8.1898, 0.0005, 0.0016, -0.0018
O, 2.1143, 7.5064, 8.0233, 0.0009, -0.0009, -0.0034
O, 4.0342, 4.5948, 8.2163, 0.0001, 0.0007, -0.0011
O, 9.8466, 2.4468, 8.2192, -0.0005, -0.0014, -0.0023
O, 2.6438, 2.3471, 8.0997, -0.0013, -0.0005, -0.0022
O, 11.4283, 4.5869, 8.0353, 0.0005, 0.0008, -0.0009
O, 5.3905, 2.3677, 7.8129, 0.0011, -0.0014, -0.0022
O, 5.8587, 7.9673, 8.07, -0.0003, -0.0025, -0.0024
O, 11.4063, 10.2884, 8.1134, -0.0012, 0.0005, -0.0008
O, 11.2542, 9.9829, 21.791, -0.0123, -0.0371, -0.0039
O, 3.2007, 11.5042, 20.7944, 0.0377, -0.0686, -0.0843
O, 5.717, 7.7186, 22.1214, 0.0153, 0.0194, -0.0194
O, 4.1041, 4.4176, 21.9437, -0.0038, 0.001, 0.0113
O, 7.4011, 9.7885, 22.0538, -0.0151, 0.0001, -0.0013
O, 9.931, 7.7439, 22.2408, 0.0369, 0.0309, -0.0256
O, 1.3938, 2.5117, 22.1406, 0.0007, -0.0038, 0.0094
O, 5.8928, 2.4707, 21.9203, 0.0015, 0.0032, 0.0099
O, 8.406, 4.7573, 22.2162, -0.0004, 0.0044, 0.0114
O, -0.1276, 4.6391, 21.9509, -0.0002, 0.0004, 0.0107
O, 2.392, 7.4693, 21.9054, -0.0395, 0.028, -0.1011
O, 9.1533, 1.8849, 21.8071, 0.0018, 0.0016, -0.0056
Si, 1.9787, 7.7615, 9.5993, -0.0008, -0.0006, 0.004
Si, 5.0873, 0.6086, 17.4553, 0.007, 0.0113, 0.0029
Si, 2.5277, 5.4052, 13.9732, 0.0009, 0.0001, -0.0032
Si, 10.5925, 3.8685, 14.0068, -0.0008, 0.0001, -0.0017
Si, 8.2792, 2.3772, 15.1645, 0.0042, 0.0007, 0.0027
Si, 9.4851, 2.3262, 20.2789, 0.0019, -0.0003, 0.0025
Si, 10.5695, 3.6646, 9.0559, 0.0004, 0.0011, 0.003
Si, 0.1245, 2.355, 11.5306, 0.001, -0.0001, 0.0023
Si, 11.0863, 8.1381, 15.3739, 0.0015, 0.001, 0.0013
Si, 5.1974, 6.9435, 13.9685, -0.0008, 0.0006, 0
Si, 5.8132, 2.6332, 11.0595, -0.0011, -0.0006, 0.0014
Si, 8.4404, 7.7152, 19.3516, -0.0147, -0.0088, -0.0063
Si, 8.0047, 4.9022, 20.6466, 0.0076, 0.0008, -0.006
Si, 6.0286, 9.6218, 15.0329, 0.0006, -0.0037, -0.001
Si, 1.9488, 7.6963, 20.3469, -0.0389, 0.1792, -0.0715
Si, 1.9746, 4.9784, 18.7959, 0.0053, -0.0127, -0.0063
Si, 4.5297, 3.4639, 18.0069, 0.0031, -0.0039, 0.0005
Si, 8.5425, 8.9527, 16.7712, 0.0006, 0.0053, -0.0028
Si, 0.8882, 9.5136, 13.2772, 0.0005, 0.0005, -0.0007
Si, 10.0067, 10.686, 11.6553, 0.0009, 0.0004, 0.001
Si, 5.277, 3.714, 21.0329, 0.0018, -0.015, -0.0088
Si, 0.6373, 5.4709, 16.2288, 0, 0.0028, -0.003
Si, 10.8526, 9.1372, 9.1061, 0.0006, 0.0002, 0.0033
Si, 6.3321, 8.8983, 21.183, -0.0429, 0.029, -0.0033
Si, 7.1464, 7.1108, 11.4614, 0.0006, 0.001, 0.0034
Si, 2.7435, 0.7543, 12.1898, -0.0008, 0.0008, -0.0001
Si, 10.6882, 8.6072, 21.0857, 0.0567, -0.0645, -0.0034
Si, 6.0544, 4.3412, 15.6079, 0.0003, 0, -0.0013
Si, 7.1433, 0.4871, 12.8555, -0.0009, -0.0002, -0.0001
Si, 4.0869, 2.9914, 8.5721, 0.0004, 0.0005, 0.0034
Si, 0.9156, 6.7767, 11.8918, 0.0007, 0.0001, 0.0002
Si, 6.6079, 9.0462, 9.0507, 0.0001, 0.0013, 0.0032
Si, 0.5862, 3.4358, 21.0898, -0.0032, 0.0061, -0.0212
Si, 9.8358, 6.5481, 12.8701, 0.0009, 0, -0.0003
Si, 7.7778, 4.5528, 9.7093, -0.0007, 0.002, 0.0016
Si, 3.7586, 10.2579, 19.8878, -0.0209, -0.0634, 0.0887
Si, 4.3218, 3.0584, 13.4635, -0.0006, 0.0021, -0.0003
Si, 3.8922, 10.0079, 9.7107, -0.0005, 0.0006, 0.0018
Si, 8.0718, 0.8163, 17.9475, -0.0086, -0.0063, -0.0047
O, 11.5716, 3.2524, 12.871, 0.0005, -0.0021, -0.0027
O, 9.4001, 4.4857, 9.8616, -0.0008, -0.0001, -0.0013
O, 8.6244, 3.637, 19.8567, 0.0014, -0.0025, 0.0015
O, 4.1102, -0.3262, 18.3446, -0.0118, -0.0015, 0.0063
O, 11.3227, 4.4868, 15.3208, 0.0023, 0.002, 0.0034
O, 9.9341, 9.8048, 10.2763, 0.0009, -0.001, -0.0019
O, 3.8555, 1.5385, 13.0975, -0.0014, -0.0001, -0.0006
O, 0.6951, 9.088, 14.8384, 0.0001, 0.0001, -0.0004
O, 6.4768, 1.0071, 18.247, 0.0077, -0.007, -0.007
O, 4.8057, 3.157, 19.5875, 0.0032, 0.0027, 0.0021
O, 6.3113, 1.1814, 11.6307, 0.0004, 0.0006, 0.001
O, 0.6016, 8.6042, 9.8353, -0.0004, 0.0009, -0.0019
O, 5.6976, 4.3096, 17.2096, 0.0003, 0.0026, -0.0021
O, 8.4657, 7.2181, 12.3799, -0.0009, -0.001, -0.0003
O, 4.4407, 2.6739, 10.139, -0.0004, 0.0007, -0.0017
O, 2.1276, 5.4971, 15.5462, 0, 0, 0.0023
O, 3.4219, 0.0631, 10.8898, 0.0004, 0.0007, -0.0002
O, 5.9026, 7.1778, 12.5091, 0.0037, 0.0006, -0.0019
O, 2.3409, 6.4658, 19.3535, -0.0375, 0.0835, 0.0583
O, 0.7087, 4.9567, 17.7679, -0.002, 0.0029, -0.0012
O, 8.5124, 10.7594, 12.2813, 0.0006, 0.0004, 0
O, 5.5094, 10.0858, 9.6419, 0.0012, -0.0011, -0.0005
O, 0.3242, 7.846, 20.3514, 0.16, 0.0031, 0.0723
O, 9.7496, 2.5969, 14.5424, -0.0057, -0.0012, 0.0053
O, 2.0563, 10.6286, 13.2062, 0.0004, 0.0008, -0.0008
O, 10.0319, 9.0798, 16.1518, -0.006, -0.0001, 0.0025
O, 6.2415, 10.257, 13.5443, 0.0006, 0.0026, -0.0019
O, 7.4275, 1.5569, 14.0515, 0.0016, 0, 0.0001
O, 1.6728, 4.0275, 20.0622, -0.0046, -0.0007, 0.0041
O, 5.9346, 5.8159, 14.9117, 0.0003, -0.0019, 0.0021
O, 7.4465, 9.0125, 15.578, 0.0045, 0.0004, 0.004
O, 1.6043, 1.7196, 11.577, -0.0012, 0.0007, 0.0009
O, 7.2214, 8.3065, 10.3575, -0.0004, -0.0003, -0.0004
O, 4.3044, 2.0285, 17.2475, 0.0053, -0.0112, 0.0029
O, 7.0888, 3.178, 10.2184, 0.001, 0.0006, -0.0005
O, 11.6545, 6.9839, 16.354, 0.0007, -0.0029, 0.0019
O, 8.3118, 10.1747, 17.7853, 0.0001, 0.0144, -0.0046
O, 3.3239, 8.5287, 10.0908, -0.0001, -0.0001, -0.0003
O, 7.5876, 3.8279, 15.4323, 0.0019, -0.0036, -0.001
O, 3.2139, 4.3935, 17.9419, -0.0091, 0.0075, 0.0069
O, 2.9562, 3.9198, 13.5038, 0.0018, 0, 0.0005
O, 1.3967, 8.2385, 12.4174, -0.0003, 0.0006, -0.0002
O, 1.2078, 5.7321, 13.0914, 0.0012, 0.0004, 0.0009
O, 5.0572, 8.3334, 14.814, 0.0014, 0.0019, 0.0004
O, 11.0883, 2.6093, 20.2136, 0.001, 0.0055, 0.0054
O, 11.047, 10.0255, 12.7159, -0.0003, 0.0007, -0.0004
O, 5.4066, 3.5697, 12.3415, 0.0002, -0.0005, 0.0001
O, 5.053, 3.2558, 14.8973, -0.0003, 0.0004, 0.0003
O, 6.3733, 4.8781, 20.6566, -0.0083, 0.0001, 0.0048
O, 8.4536, 1.5787, 16.5651, -0.0097, -0.0007, 0.0038
O, 10.525, 1.2631, 11.3725, 0.0006, 0.0017, 0.0008
O, 10.911, 6.671, 11.6401, -0.0004, 0.0001, 0.0014
O, 2.699, 9.0211, 19.7905, -0.0791, -0.1153, 0.1311
O, 1.7728, 6.4327, 10.5383, 0.0006, 0.0005, -0.0012
O, 7.0026, 8.2558, 19.8628, -0.0028, 0.007, 0.0097
O, 8.4307, 7.6183, 17.7168, 0.0018, -0.0012, 0.0007
O, 3.6894, 6.4669, 13.6302, -0.0012, -0.0003, 0.0001
O, 9.6247, 4.9953, 13.318, 0.0005, -0.0006, 0.0013
O, 5.1522, 9.8337, 20.6299, -0.081, -0.0368, -0.0274
O, 10.3418, 7.4189, 14.1299, -0.0003, -0.0008, -0.0012
O, 8.6341, 6.2155, 19.9452, -0.0024, -0.0006, 0.0003
O, 7.1285, 5.7264, 10.614, -0.0004, -0.0011, -0.0021
O, 5.4148, 10.7367, 16.0648, -0.0024, 0.0018, 0.001
O, 9.038, 1.2204, 19.1853, -0.0023, -0.0001, -0.0007
O, 11.663, 3.2207, 10.1603, -0.0012, 0.0002, 0.0012
O, 9.5901, 8.7521, 19.8913, 0.0439, -0.006, 0.0319

Results
free energy: -153072.913 eV
free energy less fixed offsets of As -4856.12, O -568.88, Si -635.61 eV per atom: 1.977 eV

The program warned: the cutoff lies below the one the program advises for these potential files; the exchange-correlation potential is rough where the density is thin.
